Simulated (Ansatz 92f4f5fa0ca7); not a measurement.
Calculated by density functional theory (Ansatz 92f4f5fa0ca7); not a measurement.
Periodic cell of 288 atoms, Si196O92, from a study of silicon, its oxide and their interface. The atomic structure is a simulated model.
Doubt: the cutoff is far below the 930 eV that the study's wrapper takes by default for these files, so forces and energies are approximate.
This geometry differs little from another in the collection (a relaxation step or a small displacement).

Settings
functional: PBE
potential files: Ansatz PAW
basis: plane waves
wave-function cutoff: 580 eV
density cutoff ratio: 5
exchange-correlation grid ratio: 1
k mesh: 1 x 1 x 1, Gamma-centred
self-consistency stop: 5e-08 eV per atom in the density residual
occupations: fixed
spin: none
net charge: 0

Cell vectors (angstrom)
a	11.6015	0	0
b	0	10.938	0
c	0	0	40.3102

Atoms: element, x, y, z (angstrom)
Si	0	0	0.9665
Si	3.8672	0	0.9665
Si	7.7343	0	0.9665
Si	1.9336	1.3673	0.9665
Si	5.8008	1.3673	0.9665
Si	9.6679	1.3673	0.9665
Si	0	5.469	0.9665
Si	3.8672	5.469	0.9665
Si	7.7343	5.469	0.9665
Si	1.9336	6.8362	0.9665
Si	5.8008	6.8362	0.9665
Si	9.6679	6.8362	0.9665
Si	1.9336	2.7345	39.3431
Si	5.8008	2.7345	39.3431
Si	9.6679	2.7345	39.3431
Si	0	4.1018	39.3431
Si	3.8672	4.1018	39.3431
Si	7.7343	4.1018	39.3431
Si	1.9336	8.2035	39.3431
Si	5.8008	8.2035	39.3431
Si	9.6679	8.2035	39.3431
Si	0	9.5708	39.3431
Si	3.8672	9.5708	39.3431
Si	7.7343	9.5708	39.3431
Si	0	0	4.8337
Si	3.8672	0	4.8337
Si	7.7343	0	4.8337
Si	1.9336	1.3673	4.8337
Si	5.8008	1.3673	4.8337
Si	9.6679	1.3673	4.8337
Si	0	5.469	4.8337
Si	3.8672	5.469	4.8337
Si	7.7343	5.469	4.8337
Si	1.9336	6.8362	4.8337
Si	5.8008	6.8362	4.8337
Si	9.6679	6.8362	4.8337
Si	1.9336	2.7345	2.9001
Si	5.8008	2.7345	2.9001
Si	9.6679	2.7345	2.9001
Si	0	4.1018	2.9001
Si	3.8672	4.1018	2.9001
Si	7.7343	4.1018	2.9001
Si	1.9336	8.2035	2.9001
Si	5.8008	8.2035	2.9001
Si	9.6679	8.2035	2.9001
Si	0	9.5708	2.9001
Si	3.8672	9.5708	2.9001
Si	7.7343	9.5708	2.9001
Si	0.397	-0.0103	29.6702
Si	3.9867	0.1647	30.0211
Si	7.9113	0.0624	29.5934
Si	2.1239	1.5927	29.9146
Si	5.8854	1.3338	29.377
Si	9.9167	1.2607	29.9061
Si	0.045	5.414	29.9999
Si	3.9789	5.6368	29.5356
Si	7.79	5.92	29.2293
Si	1.963	6.7718	29.9292
Si	5.7302	7.1854	29.4138
Si	9.8595	6.9385	29.738
Si	2.0423	2.8544	31.8291
Si	5.9248	2.8144	31.3332
Si	9.7072	2.7722	31.7043
Si	0.042	4.0758	31.8697
Si	3.9902	4.1692	31.4661
Si	7.819	4.2602	31.2759
Si	2.0329	8.2459	31.759
Si	5.863	8.2986	31.5428
Si	9.7581	8.3043	31.6491
Si	0.1346	9.619	31.6354
Si	3.9431	9.6328	31.8295
Si	7.7959	9.6374	31.553
Si	0.0495	0.0702	33.5511
Si	3.9686	0.0896	33.674
Si	7.762	0.0355	33.5151
Si	2.012	1.3936	33.6541
Si	5.8845	1.4642	33.4082
Si	9.6766	1.3959	33.6034
Si	0.0393	5.5477	33.6651
Si	3.97	5.4905	33.4685
Si	7.8011	5.4865	33.3845
Si	2.0202	6.8271	33.6158
Si	5.882	6.8659	33.4553
Si	9.7035	6.8903	33.5492
Si	1.9791	2.784	35.5289
Si	5.8564	2.752	35.4261
Si	9.6794	2.7635	35.5089
Si	0.0217	4.1071	35.5189
Si	3.9309	4.1279	35.4385
Si	7.7642	4.1517	35.4077
Si	1.9841	8.2322	35.5022
Si	5.8536	8.188	35.4485
Si	9.6804	8.2326	35.4865
Si	0.0289	9.5853	35.4622
Si	3.9386	9.5717	35.5168
Si	7.7478	9.5958	35.4573
Si	0	0	37.4096
Si	3.8672	0	37.4096
Si	7.7343	0	37.4096
Si	1.9336	1.3673	37.4096
Si	5.8008	1.3673	37.4096
Si	9.6679	1.3673	37.4096
Si	0	5.469	37.4096
Si	3.8672	5.469	37.4096
Si	7.7343	5.469	37.4096
Si	1.9336	6.8362	37.4096
Si	5.8008	6.8362	37.4096
Si	9.6679	6.8362	37.4096
Si	1.8944	2.7143	6.7683
Si	5.7609	2.7004	6.805
Si	9.6149	2.7142	6.767
Si	-0.0471	4.0747	6.7539
Si	3.8314	4.0747	6.7614
Si	7.6841	4.075	6.7499
Si	1.8992	8.1871	6.7548
Si	5.7649	8.1926	6.7679
Si	9.6139	8.1946	6.7677
Si	-0.0365	9.546	6.7576
Si	3.8287	9.5564	6.7698
Si	7.6862	9.5643	6.7678
Si	-0.0673	-0.0202	8.6789
Si	3.814	-0.0327	8.7172
Si	7.6568	-0.0602	8.7392
Si	1.8801	1.3418	8.7031
Si	5.7286	1.3187	8.7663
Si	9.5981	1.2987	8.6698
Si	-0.088	5.4587	8.662
Si	3.822	5.444	8.6841
Si	7.652	5.3935	8.7007
Si	1.8676	6.7845	8.6564
Si	5.7437	6.7933	8.6797
Si	9.5709	6.7915	8.6782
Si	1.8642	2.8266	10.5515
Si	5.654	2.5784	10.7938
Si	9.6175	2.6188	10.6076
Si	-0.1217	4.0988	10.5822
Si	3.8429	4.1299	10.6499
Si	7.6275	3.8805	10.5519
Si	1.8242	8.2548	10.4872
Si	5.6951	8.0605	10.6671
Si	9.5628	8.0949	10.6425
Si	-0.14	9.5416	10.5984
Si	3.7883	9.5091	10.6365
Si	7.6109	9.475	10.6705
Si	-0.0538	-0.019	12.5298
Si	3.5353	-0.1115	12.5997
Si	7.5929	-0.0633	12.6226
Si	1.7796	1.4465	12.4228
Si	5.5219	1.1325	12.8248
Si	9.5566	1.2579	12.5708
Si	-0.0079	5.4823	12.5064
Si	3.6944	5.5305	12.5978
Si	7.6602	5.1067	12.5042
Si	1.8225	6.934	12.377
Si	5.8514	6.6458	12.6306
Si	9.4974	6.6174	12.5488
O	8.6961	6.0868	17.3635
O	13.2786	7.7189	13.8426
O	-6.1709	29.0337	23.9841
O	9.1259	7.6171	13.8393
O	5.6302	3.539	16.3886
O	10.7648	8.9307	20.3319
O	12.0096	4.569	13.8448
O	0.1855	20.9564	18.0928
O	3.0417	9.9779	13.9759
O	1.7617	2.2708	13.8816
O	1.8411	4.6057	26.7537
O	3.6079	12.3523	25.6087
O	3.7387	10.0256	28.7942
O	11.7146	15.3665	28.6587
O	8.2069	11.0753	25.6221
O	-0.8396	25.3771	24.0183
O	30.7085	1.9457	15.5525
O	13.3361	17.9343	21.2646
O	0.1033	7.4162	17.7139
O	8.0987	-0.7772	28.1498
O	17.1786	16.1859	18.4912
O	7.5392	16.7198	22.997
O	10.8667	7.1324	22.2427
O	5.1774	-0.5951	26.5277
Si	22.1048	-24.9656	26.8553
Si	30.3866	5.0593	21.5964
Si	29.0879	-8.8921	15.8074
Si	15.9755	3.9595	22.1857
Si	23.4476	-4.9961	18.4115
Si	12.1869	-7.5102	23.2424
Si	19.7477	9.7435	22.4703
Si	7.4399	28.8977	16.9424
Si	14.9775	5.0614	26.445
Si	16.6787	11.9703	26.3001
Si	5.8822	6.6608	19.2809
Si	12.659	19.6796	17.5678
Si	22.4242	21.1957	19.3761
Si	-0.6507	8.7617	21.9595
Si	20.9335	3.274	24.7282
Si	38.0327	-8.2515	19.5549
Si	0.3568	6.1441	21.4901
Si	0.314	12.9236	20.605
Si	19.377	19.3187	14.3749
Si	8.0696	0.2278	19.7535
Si	24.7255	8.7814	27.4928
Si	-6.4209	0.4947	18.4505
Si	-2.5121	3.1429	20.0269
Si	8.4775	3.0339	14.7937
Si	20.1049	5.8495	26.1454
Si	-1.1431	1.905	27.2209
Si	24.9764	3.8256	14.3689
Si	-6.2621	26.9227	16.8741
Si	3.9043	17.5903	23.9035
Si	9.0015	10.3423	26.7948
Si	1.6473	20.168	14.4496
Si	15.9452	31.1814	27.4782
Si	3.6346	19.7628	19.4314
Si	25.4162	8.3777	22.0066
Si	12.7772	3.5578	27.7937
Si	-2.2202	4.6112	17.35
Si	-8.995	-6.3971	17.1929
Si	7.035	7.0726	23.8483
Si	-8.2319	2.7454	24.6528
Si	7.5088	22.8891	24.4627
O	10.3658	-3.0054	28.4881
O	20.1025	4.2604	21.0652
O	21.0891	2.5702	26.1594
O	16.9272	19.0345	28.0322
O	8.55	15.562	25.1049
O	26.4958	14.314	18.0881
O	15.7292	13.6328	23.2027
O	12.4645	9.2317	22.4221
O	13.8876	13.705	28.7059
O	0.4096	19.1975	26.407
O	-12.2499	-6.0782	17.6051
O	24.8902	13.1248	19.7557
O	8.361	2.2834	23.8799
O	4.1032	5.212	27.9014
O	15.7018	3.8948	25.5697
O	23.8978	4.8329	22.3997
O	12.2091	24.0564	22.1951
O	8.7474	25.5075	18.4991
O	6.7823	7.6201	18.3075
O	-1.5523	6.3743	26.3418
O	6.358	6.0807	16.1287
O	3.1163	20.181	20.9399
O	18.3367	-21.5075	18.8713
O	14.7635	4.5303	13.8323
O	13.3821	5.4666	18.2237
O	15.4404	16.28	22.9024
O	24.7506	9.0819	16.0596
O	15.9545	-9.4319	19.4424
O	14.6411	18.851	23.3286
O	8.396	23.584	20.3745
O	10.7145	3.0111	20.1726
O	-3.7451	-0.9282	20.8886
O	-0.1782	-10.4674	20.3516
O	6.719	28.1429	20.6036
O	17.7211	-9.4217	25.1362
O	9.2419	14.8644	15.8973
O	13.4025	-18.744	24.3079
O	5.4594	12.6662	27.7664
O	-2.2589	10.69	18.8344
O	11.9892	-8.5624	26.9891
O	-4.0934	8.3781	23.0273
O	15.1651	-7.2406	20.7929
O	13.3421	3.8725	15.9942
O	9.863	2.3769	28.6569
O	21.9515	11.2197	27.1124
O	15.4014	5.4478	16.5333
O	16.8427	11.9139	16.8721
O	32.9837	20.5597	22.7182
O	-0.1842	-5.1067	19.9832
O	6.3735	-3.1923	13.7893
O	7.3647	32.8466	23.19
O	25.5633	8.4844	18.4946
O	19.2001	-3.9642	25.38
O	17.56	-6.9275	21.8227
O	9.5996	2.2277	13.9299
O	21.0565	30.7848	26.2162
O	12.5056	-0.8891	28.3352
O	-3.7729	8.273	15.9978
O	13.4022	-3.3967	28.488
O	26.1433	-1.9609	26.6838
O	7.8128	9.9594	14.0025
O	11.9154	10.0233	13.9023
O	3.3742	6.3442	25.431
O	4.4727	9.9819	18.6546
O	7.879	5.4413	27.615
O	5.2312	-9.0877	14.3159
O	16.1349	7.4784	19.6455
O	7.6261	4.0325	13.8005

Results
free energy: -176916.129 eV
free energy less fixed offsets of O -568.88, Si -635.61 eV per atom: 0.391 eV

Forces (eV/angstrom), in the order of the atoms: element, x, y, z
Si	0.0034	0.0427	-0.0054
Si	-0.012	0.0133	0.0065
Si	0.0087	0.0546	-0.0116
Si	0.002	-0.0097	0.0169
Si	-0.0049	-0.0925	0.0088
Si	0.0022	-0.0182	0.0118
Si	0.006	0.0026	0.006
Si	-0.0073	0.0597	-0.0135
Si	0.0019	0.0715	-0.0199
Si	-0.0096	-0.012	0.007
Si	-0.0028	-0.0586	-0.0081
Si	0.0112	-0.0325	0.0023
Si	0.0147	-0.0324	0.04
Si	0.0063	0.1056	-0.0458
Si	0.0124	-0.0107	0.0222
Si	0.0097	0.0286	0.0355
Si	-0.0011	-0.0711	-0.0119
Si	0.0229	-0.1084	-0.0389
Si	0.0178	-0.0095	0.0184
Si	0.0074	0.0828	-0.0323
Si	0.0083	0.0214	-0.0013
Si	0.0083	-0.0351	0.0112
Si	0.0111	0.0308	0.0478
Si	0.0141	-0.0576	-0.0064
Si	-0.0418	-0.021	-0.0037
Si	-0.0178	-0.0135	0.0407
Si	-0.0416	0.0389	0.0264
Si	-0.0286	-0.0901	-0.031
Si	-0.0398	-0.1115	0.1416
Si	-0.0458	-0.0979	-0.0442
Si	-0.0416	-0.0401	-0.0122
Si	-0.0106	-0.0394	0.0226
Si	-0.0588	0.0031	-0.0196
Si	-0.0177	-0.1051	-0.0957
Si	-0.0336	-0.0791	-0.0163
Si	-0.0431	-0.0589	-0.0021
Si	-0.0172	0.0152	-0.0067
Si	-0.0181	0.0911	0.0131
Si	-0.0007	0.019	-0.0021
Si	-0.0162	-0.0005	-0.0053
Si	-0.0134	-0.0356	-0.0008
Si	-0.007	-0.0386	-0.0069
Si	-0.0097	0.0026	-0.0199
Si	-0.0171	0.0394	-0.0054
Si	-0.0098	0.0196	-0.0113
Si	-0.0117	-0.028	-0.0019
Si	-0.0143	-0.0241	0.0138
Si	-0.014	-0.0513	0.0127
Si	-0.0041	-0.0064	-0.0033
Si	-0.0068	-0.0078	-0.0087
Si	-0.0058	-0.0158	-0.0077
Si	0.006	0.0048	0.0007
Si	0.005	0.0045	-0.0199
Si	0.0098	0.0083	-0.0062
Si	0.0071	-0.0092	0.0026
Si	0.0002	0.0009	-0.0102
Si	0.0057	-0.0038	-0.0084
Si	-0.0036	0.0041	-0.0116
Si	-0.005	0.005	-0.0081
Si	-0.0022	0.0059	-0.0084
Si	-0.0047	0.002	0.0011
Si	-0.0081	0.0006	0.0071
Si	-0.0051	-0.0015	0.0046
Si	0.0012	0.0013	0.001
Si	0.0066	-0.0031	0.0093
Si	0.0026	-0.0009	0.0036
Si	-0.0046	0.0041	0.0058
Si	-0.0047	0.0021	0.0055
Si	-0.0081	0.0022	0.0056
Si	0.0077	-0.0025	0.0056
Si	0.0039	-0.0031	0.0052
Si	0.0044	-0.0004	0.0044
Si	-0.0002	0.0017	-0.0037
Si	0.002	0.0033	-0.0045
Si	0.0034	-0.0017	-0.0035
Si	0.0002	-0.0027	-0.0012
Si	-0.0009	-0.0005	-0.0031
Si	-0.0019	-0.0003	-0.0025
Si	-0.0037	0.0003	-0.0012
Si	-0.0039	-0.0013	-0.0064
Si	-0.0028	0.002	-0.0043
Si	0.0065	-0.0006	-0.0056
Si	0.0043	-0.0013	-0.005
Si	0.0037	0.0013	-0.0045
Si	0.0001	0.0012	-0.0002
Si	-0.0017	0.0021	0.0002
Si	-0.0013	-0.0005	-0.0009
Si	0	-0.0001	-0.0006
Si	0.0012	-0.0016	0.0005
Si	0.0001	-0.0021	-0.0002
Si	-0.0018	0.0018	-0.0007
Si	-0.0011	0.0015	0.0009
Si	-0.0014	0.0006	0.0003
Si	0.0001	-0.0011	0
Si	0.0008	-0.0015	0.0015
Si	-0.0001	0.0001	0.0003
Si	0.022	0.072	-0.076
Si	0.0999	0.0744	0.267
Si	-0.0245	0.0907	-0.0405
Si	0.0572	0.0227	0.1573
Si	0.0801	0.0492	-0.2922
Si	-0.0409	0.01	0.1184
Si	-0.0082	0.1365	0.2638
Si	0.1018	0.09	-0.1808
Si	-0.0003	0.1122	-0.269
Si	0.0358	0.0327	0.0936
Si	0.0631	-0.0557	-0.0884
Si	-0.0073	0.0405	0.0095
Si	0.0008	0.0004	-0.0005
Si	0.0004	0.0022	0.0001
Si	-0.0001	0.0009	0.0003
Si	-0.0003	-0.0002	0.0006
Si	0.0011	-0.0002	-0.0001
Si	0.0009	-0.0005	0
Si	0.001	0.0019	-0.0015
Si	0.0004	0.0001	-0.0002
Si	0.0008	-0.0007	0
Si	0.0012	-0.0006	0.0021
Si	0.0004	-0.0008	0.0025
Si	0.0003	-0.0002	-0.0011
Si	-0.0014	0.0011	0.0016
Si	0.0013	0.0003	0.0024
Si	-0.0002	0.0019	0.0029
Si	0.0004	0	0.0035
Si	-0.0005	-0.0011	0.0055
Si	0.0011	-0.001	0.0024
Si	-0.0002	0.0009	0.0014
Si	0.0005	0.001	0.0014
Si	-0.0008	-0.0006	0.0027
Si	0.0013	-0.0017	0.0028
Si	0.0003	-0.0007	0.0019
Si	0.0006	-0.0003	0.0014
Si	0.0009	0.0013	-0.0023
Si	0.0032	0.0026	-0.0064
Si	-0.0002	0.0015	-0.0019
Si	0.0025	-0.0036	-0.0023
Si	-0.0014	-0.0019	-0.002
Si	0.0012	-0.0012	-0.001
Si	0.0001	0.0033	-0.0005
Si	-0.0007	0.0034	-0.0036
Si	-0.0022	0.003	-0.0009
Si	0.0007	-0.004	-0.0028
Si	0.0005	-0.0043	-0.0046
Si	0.0003	-0.001	-0.0002
Si	0.0007	-0.0046	0.005
Si	-0.0009	-0.0029	0.0059
Si	0.0039	-0.0079	-0.0032
Si	-0.0007	0.0063	0.0011
Si	-0.0011	0.0044	0.0093
Si	-0.0026	0.0066	0.0032
Si	-0.0008	-0.0044	0.0028
Si	0.0026	-0.0047	0.0045
Si	0.0009	-0.0066	-0.0033
Si	-0.0016	0.0058	0.0004
Si	-0.0023	0.0065	0.0028
Si	0.0041	0.0054	0.0023
O	0.0035	-0.0019	-0.001
O	0.0013	-0.001	-0.0024
O	0.0136	-0.0009	-0.0002
O	0.0006	0.0001	-0.0005
O	0.0006	0.0005	-0.0031
O	0.0005	-0.0004	-0.0002
O	-0.0003	-0.0001	-0.0021
O	-0.0001	-0.0007	-0.0026
O	0.0028	0.0028	-0.0061
O	0.0017	-0.0044	-0.0026
O	0.0007	-0.0007	0.0021
O	0.0012	0.0016	0.002
O	0.0061	0.0021	0.005
O	-0.0024	-0.001	-0.0005
O	-0.0056	0.0067	-0.0006
O	0.0023	-0.0008	-0.002
O	0.0018	0.0003	-0.0033
O	0.0008	0.0007	0.0007
O	0.0001	0.0005	-0.0027
O	0.0017	0.0063	0.0142
O	0.0001	0.0005	-0.0013
O	-0.0102	0.0025	-0.0013
O	0.001	-0.0002	0.0007
O	-0.0014	-0.0015	0.0048
Si	-0.0016	0.003	-0.0028
Si	0.0013	0.003	0.0052
Si	0.0002	0.0006	0.0051
Si	0.0045	0.0008	-0.0031
Si	0.0008	-0.0012	0.0037
Si	-0.0008	-0.0009	-0.004
Si	-0.0066	-0.0022	0.0027
Si	0.0003	0.0029	0.0027
Si	-0.0008	-0.0012	-0.0049
Si	-0.0012	-0.0015	-0.0034
Si	0.0009	-0.0008	0.002
Si	0.0012	0.0011	0.0031
Si	-0.0002	-0.0001	0.0015
Si	0.0005	-0.0018	-0.0015
Si	-0.0002	-0.0057	-0.0049
Si	-0.0001	0.0024	0.0043
Si	0.0005	-0.0006	-0.0005
Si	0.0029	-0.0002	-0.0016
Si	0.0005	-0.0048	0.0056
Si	0.0007	0.0008	0.0005
Si	-0.0026	-0.004	-0.0005
Si	0.0002	0.0026	0.0024
Si	0.0002	-0.0003	0.0011
Si	0.0014	0.0012	0.006
Si	0.0027	-0.0006	-0.0053
Si	0.0011	-0.005	-0.0061
Si	-0.0003	0.0048	0.0039
Si	0.0003	-0.0007	0.0045
Si	0.0025	0.0006	-0.0051
Si	0.0003	-0.0016	-0.0077
Si	-0.0012	-0.0007	0.005
Si	-0.0013	0.0009	-0.0023
Si	-0.0002	-0.0005	0.0026
Si	0.001	-0.0003	-0.0012
Si	-0.0008	-0.0031	-0.0033
Si	0.0007	-0.0031	0.0012
Si	0.0002	-0.0008	0.0026
Si	-0.0066	0.0001	-0.0128
Si	0.0006	-0.0007	-0.0049
Si	0.0045	-0.0069	-0.0033
O	-0.0018	-0.0019	0.0017
O	-0.0019	0.0014	0.0012
O	0.0084	-0.0044	0.0041
O	0.0011	-0.0051	0.0084
O	-0.0002	0.0013	0.0041
O	0.0012	0.0003	-0.0014
O	0.0013	0.0019	-0.0008
O	0.0008	0.0004	0.0008
O	-0.0039	-0.0001	-0.0011
O	0.0005	0.0017	0.0044
O	-0.0007	-0.0001	-0.0027
O	-0.0007	0.0007	-0.0001
O	-0.0002	-0.0007	0.0029
O	0.0005	0.0007	0.0073
O	-0.0001	0.0006	0.0032
O	0.0003	-0.0008	0.0009
O	0.0018	0.0017	-0.0001
O	0.0011	0.0004	-0.0017
O	0.0002	0.0013	-0.0009
O	-0.0004	-0.0022	0.0024
O	0.0003	-0.0001	-0.0033
O	0.0007	-0.0004	-0.0001
O	0.0008	-0.0003	0.0003
O	0.0014	0.001	-0.0026
O	-0.0005	0.0011	-0.0013
O	0.0023	-0.0027	-0.0005
O	-0.0001	-0.0004	-0.0022
O	0.0001	-0.0002	-0.0008
O	-0.0009	-0.0002	-0.0001
O	0.0004	-0.0002	-0.0007
O	-0.0003	0.0006	-0.0003
O	-0.0008	-0.0005	0.0066
O	0.001	0.0017	0.0007
O	0.0007	-0.0028	0.0026
O	0.0002	-0.0006	0.0019
O	-0.0007	0.0014	-0.0003
O	-0.0009	-0.0001	0.0002
O	0.0015	-0.0026	0.0175
O	-0.0004	-0.0002	-0.0018
O	-0.0047	-0.0012	0.007
O	0.0016	0.0001	0.0018
O	0.0006	-0.0031	0.0005
O	0.0015	0.0004	-0.0017
O	-0.0011	-0.0008	0.0007
O	0.0018	0.0099	0.0019
O	0.0022	0.0001	-0.0024
O	-0.0004	-0.0004	-0.0015
O	-0.002	0	0.0009
O	0.001	0	-0.0018
O	0.0001	-0.0008	-0.0032
O	0.0042	-0.0091	0.0016
O	-0.0009	0.0002	-0.0018
O	0	-0.0009	-0.0001
O	-0.0083	0.0022	0.0009
O	0.001	-0.0002	-0.003
O	0.0015	-0.0018	0.0048
O	0.001	-0.0008	0.0023
O	0.0008	-0.0002	-0.0025
O	0.001	0.0038	0.0036
O	0.0017	-0.0003	0.0025
O	0.0004	0.0051	-0.0014
O	0.0008	0.0017	-0.004
O	-0.001	0.0003	0.003
O	-0.0001	-0.0007	-0.0022
O	-0.0012	0.0008	0.0116
O	0.0002	-0.0027	-0.0086
O	0.0004	0.0002	-0.0008
O	0.0011	-0.0012	0.001

The program warned: the cutoff lies below the one the program advises for these potential files; the forces do not sum to zero within the program's tolerance; the exchange-correlation potential is rough where the density is thin.
